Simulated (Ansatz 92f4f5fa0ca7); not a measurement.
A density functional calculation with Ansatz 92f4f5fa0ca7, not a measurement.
Periodic cell of 258 atoms, Si166O92, from a study of silicon, its oxide and their interface. The atomic structure is a simulated model.
Doubt: the cutoff is far below the 930 eV that the study's wrapper takes by default for these files, so forces and energies are approximate.
This geometry differs little from another in the collection (a relaxation step or a small displacement).

Settings
functional: PBE
potential files: Ansatz PAW
basis: plane waves
wave-function cutoff: 580 eV
density cutoff ratio: 5
exchange-correlation grid ratio: 1
k mesh: 1 x 1 x 1, Gamma-centred
self-consistency stop: 5e-08 eV per atom in the density residual
occupations: fixed
spin: none
net charge: 0

Cell vectors (angstrom)
a	10.938	0	0
b	0	10.938	0
c	0	0	37.7485

Atoms and the computed forces on them: element, x, y, z (angstrom), force x, y, z (eV/angstrom)
Si	0	0	0.683	0.0633	0.0163	0.0624
Si	5.469	0	0.683	0.046	-0.0392	-0.0563
Si	2.7345	2.7345	0.683	-0.0244	-0.0003	-0.0764
Si	8.2035	2.7345	0.683	-0.0142	0.0333	0.0426
Si	0	5.469	0.683	0.0118	0.0417	-0.0576
Si	5.469	5.469	0.683	-0.0063	0.0455	0.0503
Si	2.7345	8.2035	0.683	0.087	0.0224	0.0557
Si	8.2035	8.2035	0.683	0.0207	0.0638	-0.076
Si	1.3673	1.3673	2.0503	0.1341	0.2383	-0.063
Si	6.8362	1.3673	2.0503	-0.0543	-0.3006	-0.0271
Si	4.1018	4.1018	2.0503	-0.2042	-0.1468	0.0236
Si	9.5708	4.1018	2.0503	0.1224	0.0758	-0.0083
Si	1.3673	6.8362	2.0503	-0.208	-0.296	-0.1286
Si	6.8362	6.8362	2.0503	0.0903	0.0571	-0.0362
Si	4.1018	9.5708	2.0503	0.1718	0.2066	-0.1068
Si	9.5708	9.5708	2.0503	-0.3276	-0.0947	-0.0351
Si	2.7345	0	35.697	0.277	0.1734	-0.0307
Si	8.2035	0	35.697	-0.0778	-0.0647	-0.0069
Si	0	2.7345	35.697	-0.0034	0.2774	-0.1613
Si	5.469	2.7345	35.697	-0.1565	-0.1023	0.1447
Si	2.7345	5.469	35.697	-0.081	0.0477	0.0075
Si	8.2035	5.469	35.697	0.1367	0.2198	0.073
Si	0	8.2035	35.697	0.0702	-0.1453	0.113
Si	5.469	8.2035	35.697	0.2343	0.0939	-0.1566
Si	4.1018	1.3673	37.0643	0.0302	-0.0284	0.0586
Si	9.5708	1.3673	37.0643	-0.0113	-0.0258	-0.0348
Si	1.3673	4.1018	37.0643	-0.0228	0.0204	0.0199
Si	6.8362	4.1018	37.0643	-0.0355	-0.0196	-0.0407
Si	4.1018	6.8362	37.0643	-0.006	-0.0385	-0.0375
Si	9.5708	6.8362	37.0643	0.0215	-0.0802	0.0465
Si	1.3673	9.5708	37.0643	-0.0835	-0.0195	-0.038
Si	6.8362	9.5708	37.0643	-0.1054	0.0153	0.0273
Si	-1.1585	1.4436	18.357	0.0027	-0.0121	-0.0062
Si	2.1581	-3.3417	28.8186	-0.0011	-0.0011	0.0108
Si	5.7971	-0.2422	22.1734	-0.0066	-0.0327	0.0127
Si	6.8237	4.1804	31.5467	-0.0058	0.0053	0.0053
Si	-0.5551	2.343	23.5354	0.0051	-0.0093	0.0035
Si	6.4895	5.7973	16.1338	0.0039	-0.0011	-0.0046
Si	5.6579	13.6383	24.9962	-0.0036	-0.0119	-0.0101
Si	6.9005	6.8558	28.6975	0.0038	0.0171	-0.0263
Si	0.4405	-0.6438	20.2858	-0.0017	-0.0099	0.0148
Si	9.4293	-0.3597	26.5765	-0.0207	-0.0333	0.0019
Si	9.0014	3.374	29.0471	-0.0054	0.0128	-0.0025
Si	14.7565	9.288	29.2947	0.0091	0.0019	-0.0262
Si	1.0236	2.9265	16.5527	-0.0089	0.0134	-0.0165
Si	10.413	3.7515	26.4085	0.0011	0.0269	-0.0318
Si	2.7789	5.678	30.1847	0.0046	-0.0109	-0.0087
Si	10.1851	10.3791	28.8427	-0.0076	-0.0178	-0.0456
Si	5.4069	2.7868	30.2086	0.0031	0.004	0.0034
Si	6.947	-1.3377	31.5411	-0.0006	-0.0094	-0.0067
Si	-0.0773	2.7257	30.395	0.0173	-0.0273	0.0119
Si	3.7938	3.9911	28.9033	-0.0042	0.0086	-0.0046
Si	1.357	4.251	31.5222	-0.0069	-0.0025	0.0046
Si	4.6499	9.9612	27.2408	0.037	0.0039	-0.0175
Si	0.1765	8.4344	29.9535	-0.0036	-0.0044	0.0068
Si	1.0379	7.0599	13.108	-0.0196	-0.0098	-0.0501
Si	4.1401	1.4246	31.6437	0.0035	-0.0063	0.0019
Si	9.5956	1.3913	31.8283	-0.0012	0.0165	0.0045
Si	4.7813	5.0396	27.0574	0.0002	-0.0016	-0.0373
Si	7.3106	2.5241	22.5494	-0.0049	-0.0211	0.0133
Si	4.2123	6.8272	31.6624	0.0083	0.0083	0.0003
Si	9.6753	6.9043	31.3215	-0.0085	0.0008	0.0113
Si	1.3557	9.5947	31.6781	0.0101	0.0044	0.0036
Si	11.3117	10.7509	24.8002	-0.0127	0.0188	-0.0009
Si	0.0227	-0.0099	33.0879	0.0021	-0.0064	0.0027
Si	5.5247	0.0029	32.942	-0.0031	0.0002	0.0116
Si	2.7292	2.8295	32.9226	-0.0066	-0.0069	0.0139
Si	8.1574	2.8047	32.9897	0.0042	-0.0072	-0.0039
Si	-0.0126	5.5663	32.894	-0.0073	-0.0052	0.0054
Si	5.5193	5.4678	33.0255	-0.003	0	0.0008
Si	2.7757	8.2048	32.9606	-0.0064	-0.0113	0.0046
Si	8.2942	8.1907	32.8593	0	-0.0031	0.0049
Si	1.4066	1.4113	34.3385	0.0059	0.0044	0.0038
Si	6.8396	1.3878	34.3394	-0.0005	0.0015	0.0096
Si	4.1138	4.115	34.3456	0.0022	0.0001	0.0054
Si	9.578	4.1553	34.3072	0.0065	-0.0014	0.0061
Si	1.3839	6.854	34.3187	0.0007	0.0146	0.0068
Si	6.8952	6.8689	34.3135	0.0017	0.0051	0.0036
Si	4.1249	9.585	34.3191	0.0004	0.0053	0.0094
Si	9.5668	9.546	34.3495	-0.0023	-0.0037	0.0058
Si	2.7649	0.0363	3.4009	-0.0008	0.0019	0.0043
Si	8.1909	-0.0124	3.4451	-0.0041	-0.0055	-0.0073
Si	-0.0047	2.7287	3.4215	0.0009	0.0065	-0.0065
Si	5.4429	2.693	3.4012	-0.0075	-0.0054	-0.0071
Si	2.6726	5.4155	3.4198	-0.0052	0.0008	-0.0026
Si	8.2082	5.47	3.4174	0.0031	0.0001	-0.0078
Si	-0.0357	8.1699	3.3879	-0.0032	-0.0053	0.0026
Si	5.4801	8.2197	3.4029	0.0023	-0.0014	-0.0035
Si	4.1019	1.3748	4.869	-0.0032	0.0006	-0.0062
Si	9.5927	1.3538	4.7799	0.0069	-0.005	0.0044
Si	1.3169	4.048	4.888	0.0012	0.0021	-0.003
Si	6.8479	4.0318	4.6976	0.0043	0.0074	0.0131
Si	4.0479	6.8482	4.6526	0.0033	-0.002	0.0093
Si	9.5671	6.8177	4.8371	0.0047	-0.0044	-0.0016
Si	1.3252	9.605	4.6274	0.0061	-0.0107	-0.0017
Si	6.8188	9.5619	4.8587	0.0019	0.0081	0.0072
Si	0.0514	-0.0392	6.0862	-0.0102	0.0134	0.0025
Si	10.5066	2.1772	8.8144	0.0103	-0.0169	0.0115
Si	5.8444	3.1919	8.5879	0.0075	-0.0012	-0.0109
Si	9.9016	7.923	10.8302	0.1169	0.1283	-0.2484
Si	-3.4558	4.9315	8.7036	-0.0015	-0.0232	-0.0248
Si	5.4027	5.4155	5.8854	0.0176	0.002	0.0076
Si	3.9145	9.5281	7.4326	0.014	-0.0191	-0.0167
Si	8.6348	5.6489	17.9424	-0.0004	0.0083	0.0029
Si	4.3622	2.2854	11.292	-0.0113	-0.0065	0.0332
Si	7.1873	6.1619	10.7165	0.0486	0.0574	0.1532
Si	2.6811	2.6636	6.2977	0.007	0.0104	0.0066
Si	12.2813	6.9597	7.3924	0.0017	0.0046	-0.0168
Si	-4.0106	12.2897	7.5815	0.0028	0.0044	-0.002
Si	9.671	9.6212	7.5453	0.0089	-0.0031	-0.0311
Si	5.4551	10.9327	6.273	-0.0079	-0.023	-0.004
Si	8.2311	8.2058	6.2283	-0.0025	-0.0053	-0.0066
Si	2.5897	3.1492	19.2134	-0.0065	-0.0048	0.0136
Si	3.2141	-1.092	14.2493	0.0022	-0.015	-0.0023
Si	1.3041	3.1781	11.2504	-0.0089	0.0185	0.0125
Si	10.8667	5.4261	6.2804	0.0051	0.0206	0.0036
Si	2.6496	8.2454	5.9309	-0.0127	0.0001	0.0203
Si	8.2117	2.7065	6.1193	-0.0059	0.0009	-0.0126
Si	0.3984	8.5324	8.8812	-0.03	-0.076	0.1111
Si	9.4636	4.0218	7.6618	0.0061	0.0076	0.0024
Si	1.37	1.1506	7.6734	-0.0009	0.004	-0.0033
Si	13.9513	-3.4018	26.4893	0.0106	0.0225	0.0083
Si	1.5186	5.1876	15.4091	-0.0158	-0.0296	0.007
Si	5.092	3.4444	17.7079	-0.0066	-0.0043	-0.0033
Si	1.7053	7.8479	24.5426	-0.0414	-0.0238	-0.017
Si	14.1102	6.1192	8.5532	-0.0393	0.0034	0.0281
Si	2.2921	10.2381	9.0803	-0.0126	0.0003	0.0036
Si	8.777	11.3927	8.878	0.0042	0.0478	-0.0338
O	-3.7767	-13.647	25.2315	0.0253	-0.0119	0.0388
O	-17.705	-10.8445	14.8849	-0.0101	-0.0064	0.006
O	4.5609	16.6058	13.6699	0.0011	-0.0008	0.0078
O	-0.5895	9.6695	21.3841	0.0088	0.0066	-0.0154
O	19.067	26.7566	19.2867	-0.0031	-0.0175	0.0066
O	-15.5827	22.1963	16.5005	-0.0001	0.0044	0.0026
O	35.9647	12.8893	20.1505	-0.0094	0.0259	-0.017
O	12.9873	16.15	22.2416	-0.0028	0.0009	-0.0022
O	-11.7971	1.1449	13.3631	-0.0142	-0.0297	0.0132
O	-15.4935	24.799	18.5822	0.0027	0.0053	0.0104
O	21.6093	11.6622	23.5738	-0.0063	0.009	0.0071
O	13.5665	7.1975	20.6639	-0.0062	-0.0037	0.0083
O	7.0415	-1.6079	10.2588	0.0177	0.0557	0.0039
O	-1.2706	7.6747	25.8292	-0.0232	0.0288	0.0155
O	-4.0752	0.9703	22.401	0.0273	0.053	-0.0065
O	-22.1511	13.7665	25.0837	-0.0018	0.004	0.0153
O	1.7149	-10.9574	21.0974	-0.0101	-0.0036	-0.0027
O	11.8238	24.8729	12.8041	-0.005	-0.0099	-0.0105
O	7.49	49.7447	21.7479	0.0091	-0.001	0.025
O	46.3751	-8.3082	26.324	-0.0078	-0.0077	0.0284
O	-2.1933	6.7404	10.7546	-0.068	-0.0639	0.0079
O	-9.4117	6.8745	18.2306	-0.0077	-0.0057	-0.0018
O	-22.4612	5.3432	21.3533	0.0262	-0.0209	-0.0153
O	47.6848	14.9176	18.7573	0.0085	-0.0022	0.0012
Si	7.2757	0.7638	26.956	-0.0216	-0.026	-0.0024
Si	14.09	-9.6631	25.624	0.0034	-0.0162	0.0109
Si	10.8539	13.3639	13.9568	0.0135	0.0258	-0.0001
Si	0.7996	15.358	21.5259	-0.0089	0.0085	0.0008
Si	17.7711	8.5023	23.6605	-0.008	0.0316	0.0071
Si	-17.7978	15.1429	7.4226	-0.0174	-0.0072	-0.0072
Si	1.0395	12.044	29.0939	0.0099	0.0314	0.0084
Si	-8.9754	-18.9793	27.8033	0.03	-0.0246	-0.0071
Si	19.182	5.4317	30.0407	0.0128	-0.0156	0.0155
Si	2.1852	7.912	19.2849	0.003	0.0083	0.0039
Si	13.5946	-5.0549	10.8254	-0.0034	0.0396	-0.0368
Si	-2.434	3.8474	15.4833	0.0059	-0.0021	-0.0218
Si	10.0807	6.3997	24.9407	-0.0194	0.0013	-0.0127
Si	16.5329	-2.7932	30.2739	-0.0128	0.0084	0.0254
Si	11.5146	19.712	14.814	-0.0051	0.0014	0.0037
Si	2.7075	-10.8703	30.4109	-0.0148	-0.012	0.0109
Si	-5.9866	7.6794	8.3416	0.0412	0.0609	0.1074
Si	8.3727	0.1145	30.3034	-0.0165	-0.0085	0.0276
Si	-1.6841	-0.2237	13.6575	0.0065	-0.0041	-0.0177
Si	6.4604	-23.5018	20.4022	-0.0155	0.018	0.0042
Si	-6.7824	6.7814	14.7897	0	-0.0002	-0.0098
Si	0.1944	-3.8952	17.3017	0.005	-0.0184	0.0107
Si	3.2374	-10.5441	20.625	0.0274	-0.0268	0.0329
Si	7.2373	1.7803	29.1078	-0.0027	0.0004	-0.0064
Si	-12.8213	30.5562	21.4971	0.0131	-0.0229	0.0396
Si	5.8526	-2.745	10.3972	-0.0647	-0.0972	-0.2172
Si	17.7016	6.6775	7.2712	-0.0152	0.0046	-0.034
Si	-2.4315	9.9133	10.7435	-0.0517	-0.1008	0.156
Si	-4.8343	-4.0662	22.0787	0.0093	-0.0014	-0.0035
Si	20.0703	6.3292	21.9519	-0.0103	0.0217	0.0162
Si	7.7811	-21.0395	16.1468	-0.0004	-0.01	-0.0085
Si	-7.29	10.2561	11.2487	0.0334	-0.0108	0.0314
Si	-3.3181	25.2203	19.5747	-0.0062	0.0066	0.013
Si	13.9689	-15.3585	22.0907	0.0222	-0.0151	-0.0037
Si	-6.2112	-10.2516	16.323	-0.0095	-0.0107	0.0012
Si	-6.7914	-22.7558	18.8358	0.0229	-0.0084	0.0256
Si	5.1123	4.8261	12.4051	-0.0141	0.0024	-0.0126
Si	30.2284	-2.4432	26.3552	0.0189	0.0161	-0.0484
O	29.0113	3.264	21.1166	0.0086	-0.0161	-0.0042
O	18.3733	-4.4308	17.2542	-0.0061	-0.0074	0.0018
O	-2.1358	0.5557	17.3894	-0.0016	0.0083	0.0065
O	-13.0173	-19.5729	19.3937	-0.0036	0.0026	0.0011
O	20.7671	-26.0937	18.2429	-0.0013	-0.0061	-0.0048
O	27.3782	4.7173	16.8184	0.0068	0.0055	0.0056
O	2.7582	13.412	10.9834	0.0033	-0.0081	0.0039
O	-6.2943	-2.0026	11.2636	-0.0204	0.0331	0.0738
O	-6.3059	27.9756	22.2173	-0.0312	-0.0009	0.0048
O	-50.4533	-2.2736	26.3031	-0.0081	-0.0035	0.0294
O	-4.6866	10.3652	27.0886	-0.0137	-0.0091	0.0081
O	-30.9474	22.3552	25.0391	0.0101	-0.0047	0.0097
O	18.3447	4.9886	14.9981	0.0027	-0.0067	0.0166
O	-28.2128	-8.6391	16.6249	0.0032	-0.0048	0.0129
O	-14.0268	7.8735	27.7982	-0.015	-0.0157	0.0053
O	37.1345	-9.1297	24.604	-0.0005	0.0079	0.0141
O	0.793	14.938	27.3584	-0.0179	0	-0.0144
O	-7.1382	19.2395	14.307	-0.0037	0.0172	0.0082
O	36.6395	22.2297	26.7767	-0.0201	0.0224	-0.0095
O	23.3231	4.7631	10.9049	0.001	-0.0373	0.0041
O	46.4506	18.5718	23.2461	-0.0071	0.0056	0.0148
O	2.8353	10.1705	12.6835	-0.0027	0.0016	-0.0137
O	-1.1332	37.9636	25.9115	0.0158	-0.027	0.0185
O	-1.9048	4.4558	16.9021	-0.0056	-0.0068	-0.005
O	13.02	-8.3384	17.7529	0.0048	-0.0059	0.0067
O	6.3271	-18.6125	23.6208	0.0072	-0.0043	-0.0057
O	-27.0381	9.7762	23.5507	0.0071	-0.0194	-0.0237
O	10.6649	-14.4552	12.193	0.0314	-0.0375	0.1146
O	-12.114	-7.3663	14.4609	-0.0111	-0.0113	0.0192
O	-24.606	-21.9241	14.8666	0.0094	-0.0014	0
O	17.6847	1.7205	25.7259	0.0051	0.0077	0.0171
O	18.6859	46.1772	15.7405	0.0048	0.006	0.0098
O	0.9002	-30.8344	15.2059	-0.0034	-0.0153	0.016
O	34.213	-28.8729	20.0443	0.0066	-0.0048	-0.0027
O	13.1979	-3.9067	11.9587	-0.0107	0.0083	0.0238
O	1.8043	-1.1018	15.0674	0.0107	-0.0017	-0.0006
O	-13.6352	30.903	22.9066	-0.006	-0.0084	-0.0281
O	25.3913	19.5039	18.6318	-0.013	-0.0091	0.0028
O	36.9604	16.2206	11.1692	0.024	-0.0111	0.0139
O	11.7094	9.2076	24.3653	0.0282	-0.0327	0.0058
O	-4.9122	-4.9878	27.6301	0.0198	0.0027	0.0144
O	-2.0882	35.4303	23.0758	-0.012	-0.0016	-0.0083
O	21.9932	-19.3488	10.3535	0.0026	0.0091	-0.0032
O	31.0897	17.1487	23.5896	-0.0023	0.0019	-0.003
O	61.3509	-27.5966	12.0042	-0.0088	-0.0045	-0.0328
O	-46.6042	9.112	20.2223	0.0038	-0.0037	0.0077
O	16.768	18.7679	20.7542	-0.0035	-0.0083	0.0162
O	1.1156	38.3737	13.8295	-0.0026	0.0188	0.0127
O	-0.3376	-8.4627	17.3944	-0.0046	-0.0104	0.0099
O	-21.1694	28.4169	24.5353	0.0143	0.0264	0.0085
O	30.2655	10.4123	12.3142	0.0324	0.0118	-0.0263
O	-10.5131	25.0066	22.4761	-0.002	-0.0047	-0.002
O	-6.0844	14.1384	12.5902	-0.0027	-0.0122	-0.0019
O	11.9455	19.9768	19.4181	0.0008	-0.0014	0.0021
O	-7.0851	-21.9445	17.4631	0.0069	0.0159	-0.0235
O	27.2014	2.7862	10.1001	0.004	-0.0016	-0.0222
O	5.5522	-14.8762	15.5983	-0.0039	-0.0056	0.0064
O	-1.6459	3.1208	27.403	-0.0165	-0.0011	0.0101
O	-7.2275	16.9819	26.3023	0.0035	-0.0311	0.0089
O	-11.6016	-1.4174	14.0575	-0.0236	0.0273	-0.0037
O	16.7131	-22.9443	19.0246	-0.0092	0.001	0.0107
O	26.4641	11.6109	11.4114	-0.0082	0.0137	-0.0064
O	-28.5527	54.9928	21.9058	-0.0209	0.0015	-0.0282
O	0.0945	8.3788	16.3608	0.0036	0.0022	-0.0075
O	0.2803	-16.0428	16.2423	0.0148	0.0063	-0.0047
O	-11.1558	0.4588	19.271	-0.0098	0.0098	-0.0091
O	-5.5934	-28.8263	25.9368	-0.0111	0.0188	0.0354
O	-18.9513	17.0094	15.6376	0.0041	0.0135	0.0094

Results
free energy: -157842.165 eV
free energy less fixed offsets of O -568.88, Si -635.61 eV per atom: 6.055 eV

The program warned: the cutoff lies below the one the program advises for these potential files; the exchange-correlation potential is rough where the density is thin.
